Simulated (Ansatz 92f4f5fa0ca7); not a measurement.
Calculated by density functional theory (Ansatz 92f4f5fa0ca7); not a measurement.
Periodic cell of 252 atoms, Si144O100N8, from a study of silicon, its oxide and their interface. The atomic structure is a simulated model.
Doubt: the cutoff is far below the 930 eV that the study's wrapper takes by default for these files, so forces and energies are approximate.
This geometry differs little from another in the collection (a relaxation step or a small displacement).

Settings
functional: PBE
potential files: Ansatz PAW
basis: plane waves
wave-function cutoff: 580 eV
density cutoff ratio: 5
exchange-correlation grid ratio: 1
k mesh: 1 x 1 x 1, Gamma-centred
self-consistency stop: 5e-08 eV per atom in the density residual
occupations: fixed
spin: none
net charge: 0

Cell vectors (angstrom)
a 10.938 0 0
b 0 10.938 0
c -2.638 -4.898 34.7203

Atoms: element, x, y, z (angstrom)
Si -1.4106 -5.813 27.0477
Si 1.2001 -3.1187 27.4647
Si -1.0987 -1.0058 27.3904
Si 1.9841 -9.3106 26.8688
Si -6.543 -6.4902 27.2972
Si -3.8313 -3.7272 27.0843
Si 4.0374 -0.748 27.4925
Si -4.2011 -8.5726 27.3489
Si 0.0759 -4.8292 28.5908
Si 2.768 -2.0939 28.8511
Si 0.1538 -10.2285 28.3745
Si 2.8334 -7.7105 28.499
Si -5.3768 -4.8454 28.5152
Si -2.6736 -2.2256 28.5898
Si 5.6509 0.6027 28.553
Si -2.5531 -7.4317 28.5239
Si -1.303 -3.5413 29.9842
Si 1.3658 -0.6551 29.985
Si -1.2565 -8.942 29.8456
Si 1.457 -6.2904 29.8774
Si 4.2022 -3.5463 29.9694
Si 6.9462 -0.8023 29.9338
Si 4.2068 1.906 29.9326
Si -4.0079 -6.1967 29.9337
Si -2.638 -4.898 31.302
Si 0.0965 -2.1635 31.302
Si -2.638 -10.367 31.302
Si 0.0965 -7.6325 31.302
Si 2.831 -4.898 31.302
Si 5.5655 -2.1635 31.302
Si 2.831 0.571 31.302
Si 5.5655 -7.6325 31.302
Si 1.3673 -1.3673 3.418
Si 4.1018 1.3673 3.418
Si 1.3673 4.1018 3.418
Si 4.1018 -4.1018 3.418
Si 6.8362 -1.3673 3.418
Si -1.3673 1.3673 3.418
Si 6.8362 4.1018 3.418
Si -1.3673 -4.1018 3.418
Si 2.5625 0.1421 4.7039
Si 5.542 2.6494 4.7248
Si 2.8585 5.34 4.7472
Si 5.4074 -2.6499 4.8551
Si -2.6247 -0.126 4.8494
Si -0.0335 2.7871 4.7399
Si 8.2499 5.4525 4.794
Si -0.0638 -2.7099 4.8924
Si 1.1364 1.345 6.1363
Si 4.1837 3.8631 6.1645
Si 1.428 -4.2137 5.957
Si 3.9294 -0.9873 6.1261
Si -3.9449 1.3707 6.0557
Si -1.2288 4.1626 6.1974
Si 6.7769 -4.2615 6.1511
Si -1.4568 -1.4296 6.5793
Si -0.2231 0.3651 7.883
Si 2.5047 2.7287 7.3827
Si 0.4717 -5.7245 7.5306
Si 2.7994 -2.7997 7.145
Si 5.5422 0.2958 7.5362
Si -2.5118 2.6435 7.4018
Si 5.8701 4.849 7.4626
Si -3.0652 -3.0474 7.8796
Si -1.2708 -6.2653 32.6693
Si 1.4637 -3.5308 32.6693
Si -1.2708 -11.7343 32.6693
Si 1.4637 -8.9998 32.6693
Si 4.1982 -6.2653 32.6693
Si 6.9327 -3.5308 32.6693
Si 4.1982 -0.7963 32.6693
Si 6.9327 1.9382 32.6693
Si 0.0965 -4.898 34.0365
Si 2.831 -2.1635 34.0365
Si 0.0965 -10.367 34.0365
Si 2.831 -7.6325 34.0365
Si 5.5655 -4.898 34.0365
Si -2.638 -2.1635 34.0365
Si 5.5655 0.571 34.0365
Si -2.638 -7.6325 34.0365
Si 1.3673 1.3673 0.6835
Si 4.1018 4.1018 0.6835
Si 1.3673 -4.1018 0.6835
Si 4.1018 -1.3673 0.6835
Si 6.8362 1.3673 0.6835
Si -1.3673 4.1018 0.6835
Si 6.8362 -4.1018 0.6835
Si 9.5708 -1.3673 0.6835
Si 0 0 2.0507
Si 2.7345 2.7345 2.0507
Si 0 -5.469 2.0507
Si 2.7345 -2.7345 2.0507
Si 5.469 0 2.0507
Si 8.2035 2.7345 2.0507
Si 5.469 5.469 2.0507
Si 8.2035 -2.7345 2.0507
Si 7.3822 8.4236 16.5278
Si 1.1955 7.2046 9.6607
Si 3.7262 4.9624 14.1138
Si 8.1744 0.6738 25.2355
Si 12.2664 -0.6154 22.2121
Si -0.5236 -2.6383 23.0994
Si -0.4185 -6.6372 21.3928
Si 5.2363 -2.4433 8.4766
Si -0.5577 5.0607 10.4778
Si 5.1511 2.4614 13.2424
Si -2.8625 -0.6527 18.7684
Si -4.7521 1.5015 10.4369
Si 0.2787 2.5802 11.9165
Si 0.3136 -0.9817 10.5751
Si 12.7102 0.438 19.5311
Si 0.0185 5.6058 24.2667
Si -9.2346 -5.7802 19.4191
Si 5.9077 6.2788 9.9782
Si -3.3434 -8.4653 14.9473
Si 2.058 -1.488 13.0399
Si 3.4114 6.9714 11.7749
Si 7.1494 10.4056 14.3967
Si 3.857 7.1078 18.7985
Si -0.6806 1.1509 17.596
Si 8.9255 -2.9869 20.4394
Si 2.9617 1.4887 23.8588
Si 6.4397 -4.4614 20.1467
Si -1.8564 1.0104 10.2067
Si -9.5494 4.9198 16.2422
Si 7.3576 -1.0158 11.467
Si 3.1057 -12.1149 17.3567
Si -0.258 2.5784 14.9537
Si -1.5444 -3.2602 10.4898
Si 4.7266 -4.199 16.0333
Si 8.252 3.5076 17.696
Si 4.1476 -1.2354 10.9974
Si 2.1993 1.0439 9.957
Si 2.8272 -4.7388 25.2123
Si 9.5179 0.16 22.9065
Si 8.533 6.3783 18.0381
Si 2.176 2.9165 21.2858
Si 4.2373 -0.0522 14.7109
Si 5.5497 -11.0223 23.5843
Si -3.9496 0.8553 21.1435
Si 7.6557 4.1425 9.7095
Si 5.022 8.298 25.0403
Si 1.8578 -3.0576 15.5464
Si -3.5112 -7.1962 20.5737
N 3.2489 8.6704 12.0532
O -2.7699 -2.4193 11.1737
O 4.9195 6.6954 11.1978
O 1.6719 -5.3591 24.2263
O -2.6599 -4.8081 26.6444
O -1.2171 -0.4718 10.497
O 3.8651 8.6446 18.2717
O 4.2992 -3.4447 7.5604
O -2.083 -11.3772 26.1966
O -4.9299 7.6931 16.1177
O 6.615 2.9915 13.7549
O 2.9518 0.3138 26.8873
O 2.0972 1.959 25.2076
N 0.3225 5.7994 9.1681
N -1.5604 1.48 8.5142
O 4.5223 1.5254 14.4264
O 9.3101 1.1692 24.1722
N -4.4257 7.6154 9.0921
O -0.5175 7.1616 24.2542
O -0.5154 -5.9949 22.886
O 9.1251 2.7654 14.5152
O 2.6565 4.2122 20.3902
O -6.6429 6.1701 17.5118
O 2.6711 -6.4001 15.2899
O -4.1801 -19.4154 21.3073
O 4.1592 3.7434 13.1314
O 7.117 -1.6459 17.8945
O -1.8897 -3.5655 8.8979
O 3.326 0.1582 10.7727
O 2.4321 0.1089 23.1477
O 2.9071 2.7094 22.7446
O 5.4265 1.128 9.0018
O 7.1713 -5.4936 10.5517
O -3.5588 -3.3388 20.8761
O -1.1265 1.9347 11.3586
O 0.0779 -2.0551 26.8362
O -1.4978 6.9707 19.2425
O 6.934 0.0211 24.4273
O -1.3093 -4.6707 11.293
O 5.5588 -0.87 14.2128
O 0.5076 2.3158 13.5254
O 8.5848 -3.5785 16.7557
O 5.7137 -1.2053 11.445
O 0.9991 -2.0669 22.8806
O 2.3862 -4.2975 19.3261
O 0.973 -0.7203 12.0678
O 11.3266 0.8738 18.7885
O -4.503 -3.2551 25.632
O 1.0713 6.5265 16.0186
O 9.0043 -7.0255 20.9571
O 1.6614 -0.7923 20.6194
O 2.0243 -14.6994 26.2177
O -3.0344 -1.6372 15.2895
O 4.0065 -3.8258 24.5438
O 7.3559 0.8809 15.1604
O 0.2048 -6.97 15.6677
O 9.4992 2.5242 17.973
O -3.6072 -7.7549 16.3923
O -2.5211 -10.4565 21.7912
O 4.8963 6.9527 20.0451
N 0.959 0.0156 9.2723
O 7.8539 -0.571 12.9522
O 4.4717 -1.7379 26.2716
O 1.3252 -2.5264 14.0845
O 3.4739 -3.3255 15.4323
O 5.1492 -5.6801 8.9238
O 5.545 -7.5709 26.7831
O 0.5571 3.0025 21.5222
O 4.1448 -1.84 9.4903
O -4.362 -5.8639 20.9758
O 1.5412 3.9876 7.7762
O 2.8623 -0.3712 13.9072
O 2.4847 1.6395 20.3433
O 2.8859 1.97 8.802
O 7.0316 2.883 10.4863
O 0.2442 4.188 11.5936
N 0.0878 -2.6554 10.4228
O -4.7471 -1.236 7.8405
O 3.5804 -5.9725 25.9606
O 9.0162 4.9352 17.5373
O 8.9697 -1.4619 19.8789
O 9.4207 -1.3908 23.4624
O 9.1148 -0.0102 17.6867
O -3.9417 -4.654 18.6117
O 5.0167 -5.3869 14.948
O 2.7611 0.0411 18.3383
O 0.2716 5.2262 20.2177
O 4.5171 1.0505 24.1941
O 4.0689 -11.3861 16.27
O -1.0212 -3.2534 21.6789
O -0.592 -6.0865 25.6057
O 5.1239 -1.6533 23.7489
O 7.2622 3.4825 18.975
O 3.1062 6.0888 13.1037
O 0.0291 -10.5694 22.2438
O 1.8419 8.1352 8.4926
N 7.2586 3.8832 8.0531
O 1.5658 2.0069 11.1094
O -1.6583 4.1034 9.7463
O 7.0914 0.3876 19.5735
O 1.7611 9.0849 16.6673
O -5.6816 1.6825 11.7943
O 5.784 0.1423 21.9785
O 1.5626 4.6167 17.8575
O 2.3356 -4.377 10.6331
O -0.08 -9.5939 16.0618
O -3.3131 -8.9779 26.0272
N -3.4449 0.4122 10.5206

Results
free energy: -151495.411 eV
free energy less fixed offsets of N -385.13, O -568.88, Si -635.61 eV per atom: 1.469 eV

Forces (eV/angstrom), in the order of the atoms: element, x, y, z
Si 0.0031 -0.0055 -0.0272
Si -0.0031 0.0039 -0.0214
Si -0.0058 0.0035 -0.0099
Si -0.0089 -0.0119 -0.0306
Si -0.0029 -0.005 -0.0069
Si -0.01 0.0083 -0.0195
Si -0.0137 0.0027 -0.039
Si 0.0035 0.0153 -0.023
Si 0.0062 -0.0079 0.0033
Si 0.0067 -0.0053 0.0012
Si 0.0161 0.0025 -0.0001
Si 0.0162 -0.0063 0.0084
Si 0.0041 0.0007 -0.0048
Si -0.0018 -0.007 -0.0038
Si -0.0021 -0.0069 0.0058
Si -0.0022 -0.0003 0.0015
Si -0.0049 0.0081 -0.0018
Si -0.0111 0.0088 -0.0034
Si -0.0064 -0.0083 0.0001
Si -0.002 0.0064 -0.0015
Si -0.0004 -0.0033 0.0022
Si 0.0033 -0.0009 0.0018
Si -0.0099 0.0124 -0.0086
Si -0.0032 -0.0039 -0.0039
Si -0.1737 0.0305 0.5808
Si -0.3604 0.3265 0.1244
Si 0.3257 0.1403 -0.4124
Si -0.0036 -0.0004 -0.2636
Si -0.0206 -0.4471 -0.1277
Si 0.0337 0.0567 0.0686
Si -0.0218 0.2522 0.4099
Si 0.0198 0.0861 -0.2124
Si -0.6163 -0.2847 0.0973
Si -0.2153 0.1239 -0.4661
Si 0.4052 -0.2832 -0.3714
Si 0.248 0.1793 0.1948
Si 0.1833 -0.2582 0.3861
Si -0.1189 -0.219 0.1193
Si 0.2834 0.0334 -0.0901
Si 0.0161 0.2863 0.2255
Si 0.0069 -0.0039 0.0054
Si 0.0006 0.0084 0.0021
Si 0.0104 -0.0101 -0.0018
Si -0.0025 -0.002 0.0015
Si 0.0065 0.0108 0.0001
Si -0.0058 0.0007 -0.0023
Si -0.0041 -0.0083 0.0165
Si 0.0003 0.0023 0.0038
Si 0.0026 0.001 0.0005
Si -0.0056 0.0045 0.0007
Si -0.0225 -0.0048 -0.0076
Si 0.0068 -0.0175 -0.0113
Si -0.0072 -0.0202 -0.031
Si -0.0241 -0.0029 -0.0171
Si 0.0211 0.0217 -0.018
Si -0.0056 -0.0108 0.0176
Si -0.0082 -0.0134 0.0081
Si 0.0183 0.0043 0.0076
Si 0.0277 0.0223 0.0305
Si 0.0036 0.0014 0.0172
Si -0.0187 0.0073 0.025
Si 0.0206 0.0149 0.0155
Si -0.022 -0.0418 0.0199
Si -0.0175 0.0348 -0.0169
Si -0.036 -0.0296 -0.0305
Si 0.0381 0.0427 -0.0642
Si 0.0487 -0.0568 0.0496
Si 0.1397 0.0763 0.009
Si -0.0538 -0.0195 0.0134
Si 0.0839 0.0324 0.0461
Si -0.0405 -0.0816 -0.0388
Si 0.0328 0.0428 -0.051
Si -0.0928 0.0082 -0.0272
Si 0.0624 0.028 -0.0021
Si 0.0365 0.0235 -0.0389
Si -0.0569 -0.0409 -0.0082
Si -0.0291 -0.0039 -0.0283
Si -0.0539 0.0642 0.0097
Si -0.0397 0.0147 -0.0212
Si 0.0501 0.0025 0.0007
Si 0.0914 -0.0181 0.0049
Si -0.1135 -0.0175 0.0228
Si -0.0212 -0.0252 -0.0098
Si 0.1339 -0.0097 0.0315
Si -0.0217 0.0473 0.0111
Si 0.0387 -0.0691 0.0516
Si 0.0282 -0.0137 -0.0101
Si -0.0354 0.0422 0.0254
Si -0.0005 -0.0238 -0.0584
Si 0.0566 0.0923 -0.1284
Si 0.1343 0.1533 0.0635
Si -0.1181 -0.1127 0.0678
Si -0.1116 -0.0335 0.0683
Si -0.1364 -0.0735 -0.0145
Si 0.1674 0.1371 0.0076
Si -0.0928 -0.0982 0.0061
Si -0.0015 -0.0029 -0.0021
Si 0.0065 0.0031 0.0013
Si -0.0017 -0.0016 0.0002
Si 0.0027 0.0006 -0.0052
Si -0.0002 0.0016 -0.0005
Si -0.0021 0.0009 -0.0021
Si 0.0004 -0.0025 -0.0056
Si -0.002 0.0058 0.0183
Si -0.0011 -0.0005 0.0074
Si -0.001 0.0007 0.0045
Si -0.0002 -0.0001 -0.0054
Si -0.0087 0.0002 0.0045
Si 0.0016 0.0006 0.0035
Si -0.0079 -0.011 0.0065
Si -0.0009 -0.0011 -0.0065
Si -0.0039 0.002 -0.0022
Si 0.0002 -0.0006 -0.0068
Si 0.005 0.0001 0.0134
Si -0.0032 -0.0018 0.0004
Si -0.0026 -0.0035 -0.0014
Si -0.0037 -0.0028 0.0027
Si 0.0008 -0.0009 0.0004
Si -0.0005 -0.0019 -0.004
Si -0.0012 0.0005 -0.0038
Si -0.0019 -0.0012 -0.0058
Si 0.0006 -0.001 0.0059
Si 0.0011 -0.0018 -0.0041
Si -0.0013 -0.0062 0.0012
Si 0.0003 -0.0005 -0.0035
Si 0.004 -0.0009 0.0089
Si -0.0001 -0.001 -0.0052
Si 0.0005 0.0002 0.0022
Si -0.0094 -0.0047 0.0003
Si 0.0001 -0.0009 -0.0027
Si -0.0022 0.0004 -0.004
Si 0.004 -0.0117 0.0011
Si 0.0013 0.0046 0.0031
Si 0.0001 -0.0015 0.0023
Si -0.0016 -0.0021 0.0008
Si -0.0025 -0.0013 -0.0037
Si -0.0004 0.001 -0.0021
Si 0.0024 -0.0021 0.0018
Si -0.0055 0.0003 0.0024
Si -0.0014 0 -0.0014
Si -0.0098 0.0039 0.0131
Si 0.0019 0.007 0.007
Si -0.0001 -0.0026 -0.0018
Si -0.0027 0 -0.0032
N 0.0042 0.0007 -0.006
O 0.003 0.0073 -0.0005
O 0.0007 -0.004 -0.0027
O 0.0041 0.0012 -0.0035
O -0.0002 -0.0001 0.0104
O 0.0032 -0.0046 -0.0014
O -0.0008 0.0004 0.0005
O -0.0103 0.0089 0.0006
O 0.0063 -0.0075 0.0071
O 0.0007 -0.0004 -0.0001
O 0.0009 -0.0023 0.0006
O 0.005 -0.0071 0.0039
O -0.0002 -0.0008 0.0186
N -0.0028 -0.0077 -0.0218
N 0.0073 0.0001 -0.0095
O 0.0002 -0.0016 -0.0016
O -0.0016 -0.0007 -0.0049
N 0.0025 0.0161 -0.0096
O 0.0015 -0.0026 -0.0022
O 0.0005 0.0009 0.0012
O -0.0011 -0.0013 -0.0023
O -0.0006 -0.0016 0.0017
O 0.0001 0.0002 0.0003
O 0.0003 -0.0016 -0.0013
O 0.0008 -0.0043 -0.002
O -0.0002 -0.0006 -0.0014
O -0.0021 -0.0032 -0.002
O 0.0131 -0.0068 0.0109
O 0.0003 0.0001 -0.0045
O -0.0017 0.0007 -0.005
O -0.001 -0.0012 -0.0025
O 0.0093 -0.0008 -0.0059
O 0.0018 -0.0155 -0.0062
O 0.0003 -0.0005 -0.0009
O -0.0022 -0.0026 -0.0028
O 0.0019 -0.0083 0.0082
O 0.0006 0.001 0.003
O 0.0012 0.0004 -0.0032
O 0.001 0.0006 -0.0048
O -0.0017 0.0003 -0.0003
O 0.0006 -0.0019 -0.0052
O -0.0008 0.0014 -0.0013
O -0.0081 0.0002 -0.0044
O 0 -0.0023 -0.002
O -0.0004 -0.0005 -0.0001
O -0.0004 -0.0002 -0.0056
O -0.0009 -0.0011 0
O 0.0091 -0.008 0.011
O -0.0001 -0.0007 -0.0001
O 0.0023 -0.0001 -0.0003
O -0.0008 -0.0002 0.0003
O -0.0021 0.0002 0.0012
O -0.0004 0.0035 -0.0047
O -0.0037 -0.0035 -0.0061
O -0.0006 0.0023 -0.0015
O 0 -0.001 -0.0004
O 0.0032 -0.0046 0
O -0.0003 -0.0026 -0.0036
O -0.0022 -0.0016 -0.0006
O -0.0011 -0.0003 0.0004
N -0.0102 0.0031 -0.0195
O -0.0073 -0.0026 -0.0115
O -0.0064 0.0129 0.0207
O 0.0009 0.0016 -0.0022
O -0.0006 -0.0008 -0.0006
O 0.0005 -0.0051 -0.01
O 0.0043 -0.0006 0.0063
O 0.0004 0.0004 -0.0009
O 0.025 -0.0055 -0.0188
O -0.0009 0.0005 -0.0019
O -0.0128 0.0015 -0.0062
O -0.0017 -0.0004 -0.0006
O -0.0005 -0.0016 -0.0002
O 0.0016 0.0041 -0.0144
O 0.0103 0.0107 -0.0134
O -0.0007 -0.0014 -0.0014
N -0.0026 0.0124 0.0018
O -0.0089 -0.0129 0.0099
O 0.0042 -0.001 0.0013
O 0.0014 -0.0018 -0.0002
O 0.0009 -0.0011 0.0014
O -0.0001 0.0019 -0.0052
O 0.0007 -0.0001 -0.0004
O 0.0004 -0.0004 0.0002
O -0.0008 -0.0007 -0.0006
O -0.0007 -0.0012 0.001
O -0.0013 -0.0012 0.0008
O 0.0025 -0.0021 -0.0063
O -0.0014 0.0004 -0.002
O 0.0007 -0.0002 0.001
O -0.0072 -0.0007 0.0137
O 0.0002 -0.001 -0.0061
O 0.0001 -0.0011 0.0002
O -0.0002 0.001 -0.0033
O 0.0015 -0.0025 -0.0023
O 0.004 -0.0041 -0.006
N -0.0009 0.0052 0.0011
O -0.0001 0.0019 0.0008
O -0.0071 -0.0001 0.0011
O -0.001 0.0005 0.0022
O -0.0001 -0.001 0
O 0.0048 -0.0016 -0.0123
O 0.0012 0.0003 -0.001
O -0.0009 -0.0003 0.0005
O 0 0.0009 -0.0026
O -0.0007 0.0001 -0.0004
O -0.007 0.0038 0.0094
N 0.0087 -0.005 -0.0007

The program warned: the cutoff lies below the one the program advises for these potential files; the exchange-correlation potential is rough where the density is thin.
